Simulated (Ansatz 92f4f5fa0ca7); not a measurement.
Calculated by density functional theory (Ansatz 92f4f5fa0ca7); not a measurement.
Periodic cell of 249 atoms, Si108O141, from a study of silicon, its oxide and their interface. The atomic structure is a simulated model.

Settings
functional: r2SCAN
potential files: Ansatz norm-conserving
basis: plane waves
wave-function cutoff: 1300 eV
density cutoff ratio: 4
exchange-correlation grid ratio: 1
k mesh: 2 x 2 x 1, shifted by 0.5 0.5 0.5 of a step
self-consistency stop: 5e-08 eV per atom in the density residual
occupations: Fermi-Dirac, 0.05 eV
spin: none
net charge: 0

Cell vectors (angstrom)
a 11.5435 0 0
b 0 11.5435 0
c 3.492 5.409 31.4354

Atoms: element, x, y, z (angstrom)
Si 1.1093 2.4149 0.2993
Si 2.1264 5.9695 2.4253
Si 0.485 8.0335 -0.7132
Si 4.9883 1.9471 -1.5851
Si 3.8413 5.972 0.8928
Si 4.3824 8.1258 0.2573
Si 7.9361 2.4384 -1.8181
Si 7.2912 5.2332 -0.5117
Si 9.4999 9.2085 -1.0701
Si 2.2837 2.3594 2.3204
Si 0.8844 5.5136 0.5383
Si 1.9094 9.2991 1.7242
Si 4.5705 2.4358 1.5995
Si 5.3648 4.5731 1.8998
Si 6.03 9.1197 2.4677
Si 9.696 2.0597 0.5865
Si 9.5534 5.1079 1.1388
Si 9.0012 9.4814 1.9745
Si 1.922 4.204 3.8511
Si 1.9221 7.9335 3.6791
Si 1.934 11.9288 3.4126
Si 5.7659 5.1278 4.1318
Si 5.7798 7.5543 4.2037
Si 5.5344 11.8164 3.5756
Si 9.5182 5.1974 4.1961
Si 9.5725 7.5356 4.1476
Si 9.5461 12.0799 3.3305
Si -0.0378 4.4551 5.3074
Si 0.0169 8.1574 5.1651
Si -0.0233 12.1811 4.6231
Si 3.7529 4.4127 5.3196
Si 3.7802 8.0126 5.304
Si 3.6928 11.8541 4.9581
Si 7.6549 4.5414 5.4321
Si 7.6849 8.1005 5.4616
Si 7.5873 11.9953 4.7352
Si -0.0402 2.2776 6.2886
Si -0.0501 6.4746 6.854
Si -0.0001 10.326 6.141
Si 3.6759 2.2406 6.318
Si 3.7259 6.2097 6.8981
Si 3.8281 10.0494 6.4762
Si 7.545 2.3166 6.2812
Si 7.6317 6.3398 7.0108
Si 7.6987 10.2483 6.4271
Si 1.8292 1.5409 7.6191
Si 1.8394 6.488 8.2368
Si 1.88 10.747 7.5424
Si 5.5702 1.991 7.5196
Si 5.6814 6.0488 8.2924
Si 5.7597 10.4791 7.8236
Si 9.5471 1.7356 7.3734
Si 9.5093 6.7663 8.3408
Si 9.7095 10.8733 7.4813
Si 2.3333 4.4783 10.3684
Si 1.4104 8.9603 9.9641
Si 1.6142 13.0519 10.0065
Si 6.2271 6.2485 11.2068
Si 5.7708 10.0653 10.9445
Si 5.1192 14.9277 9.2635
Si 9.1365 6.1896 11.2297
Si 8.7104 10.3424 12.1049
Si 10.2913 13.6924 10.1967
Si 1.5788 4.5553 13.2089
Si 2.252 9.1949 13.0465
Si 3.6523 11.8158 12.2008
Si 6.025 3.288 11.9394
Si 4.8947 8.0853 12.965
Si 3.734 14.3719 13.7932
Si 10.2816 3.8683 12.4989
Si 9.9638 9.5396 9.3773
Si 8.5503 13.2368 12.5115
Si 5.9107 17.9269 29.1779
Si 1.7707 6.2959 19.8594
Si 2.7344 4.5458 15.9025
Si 2.6515 7.3151 17.1811
Si 9.6798 7.8067 13.4872
Si 9.7989 4.3313 22.1125
Si 8.3094 13.3046 22.6427
Si 5.4172 8.1338 17.3105
Si 7.4465 9.5873 18.6579
Si 3.1911 3.8857 20.833
Si 7.6258 10.6959 23.8205
Si 5.6244 3.3 22.365
Si 9.2996 9.8731 16.5453
Si 0.2904 8.4698 15.3344
Si 10.5919 14.0081 19.7945
Si 9.1485 11.7534 18.6523
Si 10.3983 9.3857 23.2714
Si 10.3819 11.6112 21.1374
Si 7.0522 5.878 22.1957
Si 5.9772 8.626 22.6022
Si 13.1676 11.6309 27.0112
Si 11.6127 6.8013 22.4134
Si 5.1263 9.913 25.0074
Si 3.0027 13.9919 23.4566
Si 1.4056 3.7109 18.473
Si 6.0552 7.4919 20.0733
Si 7.2072 8.2947 14.9632
Si 2.5636 11.1709 24.2241
Si 4.9142 8.685 27.8567
Si 15.3269 4.0066 28.8213
Si 7.1583 10.1363 29.3316
Si 8.8901 12.5377 29.1482
Si 11.3284 13.6213 27.9821
Si 2.0171 8.6292 27.5313
Si 2.2365 2.8073 26.5224
Si 1.3187 8.5552 24.4531
O -0.3104 1.5932 0.3357
O -0.5793 5.8756 1.1529
O 8.2355 8.8754 -2.0206
O -1.1193 7.8752 -0.943
O 4.8447 2.0492 0.0229
O 5.7869 8.585 0.9521
O 3.2557 9.1658 0.7936
O 8.6816 1.6181 -0.6129
O 6.5221 1.6661 -2.0595
O 8.5844 5.9588 0.1476
O 6.5889 4.5833 0.7925
O 8.9566 9.6373 0.3739
O 7.5134 9.7692 2.5434
O 1.7144 10.8481 2.1576
O 5.5933 1.4603 2.4478
O 5.0864 10.4175 2.8046
O 9.7214 3.6557 0.4822
O 9.2313 1.56 2.0632
O 9.0744 4.7904 2.6478
O 9.483 8.0363 2.5376
O 9.928 10.6357 2.6289
O 1.7283 14.5687 10.5244
O 1.4706 5.2499 9.2485
O 2.1915 7.7472 9.2317
O 1.8633 10.317 9.1787
O 5.3782 6.5968 12.5486
O 5.4954 6.6976 9.8165
O 6.1627 4.5066 8.6407
O 5.865 9.8128 9.3469
O 5.6083 12.0493 8.2277
O 9.8084 2.6401 8.7436
O 10.8072 14.9668 11.0402
O 9.6758 5.8554 9.7274
O 9.0283 8.2663 8.8823
O 3.8513 4.3137 9.7752
O 2.1728 5.2212 11.8352
O 3.3574 8.0648 13.5012
O 1.6566 8.9402 11.5606
O 4.0479 12.8308 13.4262
O 2.5801 12.2791 11.0703
O 6.5691 4.6811 11.3457
O 7.6985 6.9382 11.1787
O 4.8632 8.8839 11.5619
O 7.2113 9.9597 11.6577
O 5.58 14.0595 10.5811
O 7.1029 2.3817 12.7373
O 9.0616 4.8868 12.209
O 11.506 4.5421 13.2867
O 9.5222 10.3708 10.6989
O 11.3719 8.7871 9.672
O 8.9311 13.1769 10.9273
O 11.547 12.6344 10.155
O 1.9726 1.7821 -0.9198
O 0.8631 4.0012 -0.0581
O 8.0491 8.7792 29.1728
O 5.798 18.877 27.8707
O 1.1823 6.5737 -0.6748
O 6.1191 4.7568 22.9218
O 6.6659 10.4171 25.1104
O 4.5488 8.1741 -1.3693
O 3.5726 5.083 -0.5221
O 10.4823 10.378 -1.6938
O 4.026 0.7093 -2.0919
O 9.6959 13.4418 28.0329
O 11.0553 5.2635 22.6227
O 6.4412 6.3521 -1.2982
O 11.7927 12.0762 27.7509
O 0.7076 8.8225 0.7028
O 12.1546 2.9715 26.8617
O 2.193 3.0432 13.2972
O 8.1167 9.5816 15.4339
O 1.7892 3.6731 16.894
O 1.1107 9.2705 14.1847
O 8.7604 9.0342 17.8379
O 2.0335 5.2618 14.5998
O 3.8192 14.988 15.3117
O 3.8853 8.3215 16.799
O 5.9648 8.7527 13.9971
O 7.3089 8.5266 19.8698
O 4.9162 16.6885 28.9287
O 5.0143 11.427 11.4025
O 9.6676 2.5884 13.3064
O 10.1244 7.165 12.0577
O 9.5048 9.3748 13.125
O 6.0707 9.5562 17.7637
O 7.9152 12.3046 23.8737
O 3.2254 5.8254 16.7744
O 6.4472 7.5178 16.1875
O 4.8173 15.223 12.9357
O 4.7239 9.2043 26.3712
O 2.3355 7.388 18.7834
O 5.3528 7.1914 18.6439
O 7.6449 4.0069 -1.5072
O 9.3287 13.3305 18.9889
O 11.285 12.9478 20.8583
O 1.3113 7.7396 16.3529
O 6.9456 7.3339 22.9281
O 4.0934 11.1453 24.7932
O 3.0136 10.6066 13.0442
O 4.6361 2.5899 23.4534
O 5.1668 8.2694 21.2226
O 9.3658 14.5289 22.9834
O 4.9408 8.8044 23.8324
O 10.8031 9.4594 16.1049
O 7.6681 11.1569 19.0262
O 2.0282 10.2475 27.721
O 1.1753 7.1803 23.5787
O 8.2512 7.3155 14.1503
O 10.1731 10.9311 19.6629
O 8.9417 12.2371 21.5959
O 2.6635 12.8887 27.1619
O 10.4221 7.9341 22.5046
O 10.1166 15.3379 20.6011
O 8.9865 9.8314 23.9009
O 8.6118 11.7079 12.9943
O 6.9339 13.939 22.0551
O 11.6544 14.3209 18.6288
O 0.7702 6.9545 20.9473
O 11.375 9.2185 24.5617
O 2.6045 3.1986 19.4688
O 8.5698 5.3666 22.1482
O 2.9548 5.4984 20.6715
O 0.9789 5.2112 18.934
O 3.2276 3.8628 27.2896
O 16.0895 2.6873 29.4149
O 10.9217 10.5522 22.2319
O 2.2127 9.6849 23.6512
O 3.4036 8.216 28.2955
O 9.4023 11.4279 17.0611
O 6.5575 6.0711 20.6527
O 2.454 14.4845 24.9218
O 7.8951 11.3853 28.5461
O 4.7674 3.5146 20.9877
O 1.4679 11.4337 25.413
O 12.3433 7.852 28.2766
O 6.8083 10.0504 22.5345
O 1.9067 8.2512 25.946
O 2.519 12.4426 23.2139
O 5.6794 9.8431 28.7148
O 2.4513 14.8937 22.2075
O 10.8597 7.4311 14.5391

Results
free energy: -78106.942 eV
free energy less fixed offsets of O -463.61, Si -117.95 eV per atom: 0.668 eV
pressure: -1.04 GPa
stress xx, yy, zz, yz, xz, xy (GPa, positive in tension): 0.52, 0.31, 2.29, 0.12, 0.1, -0.17

Forces (eV/angstrom), in the order of the atoms: element, x, y, z
Si -0.4126 0.1413 -0.3807
Si 0.007 0.006 0.0521
Si -0.0955 -0.1325 -0.4744
Si 0.1638 -0.0863 -0.2408
Si 0.7217 -0.697 -0.2504
Si 0.1099 0.2418 -0.3216
Si -0.1578 -0.0591 -0.006
Si -0.0714 -0.1999 0.0289
Si 0.0326 -0.0439 -0.3962
Si 0.4001 0.1957 0.1264
Si -0.7258 -0.1256 0.1326
Si 0.0252 0.1404 -0.1965
Si 0.2387 -0.2188 -0.4131
Si 0.5302 0.2926 -0.5788
Si -0.1614 0.0813 -0.1262
Si -0.0496 -0.0924 -0.3039
Si 0.0651 0.154 -0.3722
Si 0.1175 -0.0258 -0.0924
Si 0.008 0.0272 0.0417
Si 0.0445 0.1084 0.2167
Si -0.4624 -0.2627 -0.4597
Si -0.1703 0.1591 0.0549
Si 0.0763 -0.1902 -0.0719
Si -0.0873 0.2581 -0.1661
Si -0.2357 -0.4163 -0.3709
Si -0.0725 0.4832 -0.5113
Si -0.0241 -0.0578 -0.4474
Si 0.2229 0.102 0.0936
Si 0.1098 0.1554 0.0496
Si 0.0819 -0.0773 0.2145
Si 0.2246 -0.1159 0.1065
Si -0.2977 -0.052 0.0003
Si 0.142 0.2876 -0.0101
Si -0.1994 0.005 0.4647
Si 0.0905 0.0474 0.1845
Si -0.1354 -0.1312 0.2506
Si 0.3155 0.1441 -0.3882
Si -0.1204 0.0903 -0.1357
Si -0.0242 -0.1072 -0.2637
Si -0.3849 -0.0728 -0.6334
Si -0.1163 -0.0311 -0.1486
Si 0.0049 -0.0777 0.0024
Si 0.1286 0.0036 -0.4248
Si 0.0145 0.0895 0.0024
Si -0.0152 0.1016 -0.2486
Si 0.1352 0.2214 0.2006
Si -0.0886 -0.2432 0.0236
Si -0.0051 -0.1486 0.2482
Si -0.1935 -0.6479 0.3131
Si 0.5201 0.3711 0.3134
Si 0.2309 -0.0691 0.7672
Si 0.1261 0.0546 0.3337
Si -0.3518 -0.5415 0.0681
Si -0.1737 0.1185 0.2158
Si 0.0647 0.1567 0.2174
Si -0.0717 0.0783 0.0503
Si -0.2584 0.0669 0.2556
Si 0.1028 -0.0349 0.1672
Si -0.1247 0.0798 0.0364
Si 0.5449 0.1313 0.547
Si -0.066 -0.176 0.0047
Si -0.0456 0.1839 0.2668
Si -0.0061 0.2533 0.1038
Si -0.276 -0.1181 0.1628
Si 0.3247 -0.0059 0.3752
Si 0.1031 -0.0444 0.1507
Si 0.2118 0.0812 0.2861
Si -0.1506 -0.154 0.1212
Si 0.156 -0.0024 -0.0511
Si -0.0762 -0.0515 0.3287
Si -0.3822 0.2152 -0.1736
Si -0.0835 0.0452 0.3979
Si 0.1686 -0.1543 -0.1794
Si -0.0499 0.1195 -0.1016
Si 0.0735 -0.1 -0.2663
Si 0.0107 0.0564 -0.3518
Si 0.0559 -0.2212 -0.0144
Si 0.0575 0.0549 0.0206
Si -0.11 -0.0681 0.1467
Si -0.0274 0.0386 -0.3351
Si -0.0135 0.0549 -0.0982
Si 0.0787 -0.0793 -0.0265
Si -0.1272 -0.0577 0.2392
Si -0.0179 0.0618 0.0172
Si 0.0978 -0.0089 -0.2719
Si -0.0668 -0.0918 -0.3066
Si 0.0366 0.0809 -0.1789
Si -0.0512 -0.0883 -0.1005
Si 0.0155 -0.0591 0.2052
Si 0.0737 -0.0849 -0.1103
Si -0.0054 -0.0195 0.0342
Si -0.1751 0.005 0.0875
Si -0.1351 -0.1464 0.4855
Si 0.0995 -0.0159 0.0793
Si -0.1537 -0.0567 0.4705
Si -0.1018 -0.0285 0.3154
Si -0.0191 -0.0697 -0.3306
Si -0.0215 -0.0499 -0.1021
Si -0.0524 -0.1178 -0.3431
Si 0.0344 0.0409 0.2109
Si 0.0573 -0.1435 0.22
Si -0.0759 0.1109 0.0234
Si 0.1164 0.0002 -0.1756
Si 0.1266 -0.0409 -0.2806
Si -0.2197 0.0238 0.3063
Si -0.0577 -0.1055 0.3646
Si 0.1124 0.2209 0.3364
Si 0.1207 -0.0108 0.3881
O 0.1748 0.1504 0.0348
O -0.2821 -0.1954 -0.147
O 0.2403 -0.1016 -0.0541
O 0.2066 0.3418 0.1266
O -0.0903 0.0606 0.364
O -0.1017 0.0753 0.1383
O -0.2187 0.0154 0.1205
O 0.2161 0.2041 0.273
O -0.1233 0.1923 0.2364
O 0.0562 -0.2487 0.1894
O 0.1568 -0.0696 -0.1446
O 0.0899 -0.0688 0.3839
O 0.1161 -0.2387 -0.1578
O 0.2118 -0.0167 0.2116
O -0.416 -0.0908 0.1233
O 0.5087 -0.355 0.014
O -0.1327 0.094 0.1019
O 0.1235 -0.2034 0.2541
O 0.1807 0.3484 0.2357
O -0.135 -0.0263 0.2895
O -0.2624 -0.0832 0.0253
O 0.1179 -0.1133 0.0583
O 0.3115 0.2051 -0.0439
O -0.2141 -0.038 -0.1392
O -0.1693 -0.0137 -0.2206
O 0.1234 0.2321 -0.2779
O 0.0694 -0.2871 -0.3225
O -0.6763 -0.0418 0.2081
O 0.0035 0.1933 -0.6229
O 0.0648 0.0215 -0.2604
O -0.0604 -0.444 -0.0054
O -0.142 -0.1163 0.0962
O -0.0876 0.4725 -0.0105
O 0.6586 0.0385 0.1967
O -0.1502 -0.1406 0.007
O -0.0119 -0.2704 -0.3076
O 0.0212 0.2765 -0.2577
O -0.025 0.0395 -0.3266
O -0.1382 0.1539 -0.2704
O -0.0905 0.0246 -0.0509
O -0.1522 0.0026 0.0149
O -0.0493 -0.1286 0.0193
O 0.0696 0.0727 -0.011
O 0.0469 0.0029 -0.0046
O -0.252 0.2674 -0.0934
O 0.0479 0.057 -0.3515
O 0.2583 0.1143 -0.2582
O 0.1879 -0.096 -0.2602
O 0.0543 -0.284 0.1095
O 0.1483 0.1012 0.0076
O 0.2678 0.0101 0.0331
O 0.1302 0.1657 0.0251
O -0.1329 0.0278 0.1452
O 0.2931 -0.0735 0.248
O -0.1904 0.0951 0.2624
O -0.1695 0.2162 0.2356
O -0.1223 -0.0005 0.2932
O 0.0558 -0.1125 -0.2786
O -0.0368 -0.0397 -0.4548
O -0.0443 -0.1113 0.4934
O -0.2224 0.2936 0.4323
O 0.1423 -0.3142 -0.0119
O -0.2299 0.3579 0.1756
O 0.1255 -0.182 0.182
O -0.1007 0.1152 -0.1583
O -0.0932 0.0077 0.0238
O 0.3605 0.2376 -0.2135
O 0.2163 0.1637 0.1742
O 0.2755 -0.2304 0.0118
O 0.1643 0.3836 0.0528
O 0.0715 -0.1239 0.3097
O 0.0284 0.1856 0.3513
O 0.0017 -0.192 0.0285
O -0.2361 0.3386 0.0279
O 0.1347 -0.2749 0.0428
O -0.3254 0.2191 -0.0485
O 0.1102 -0.2372 0.2955
O 0.0992 -0.1775 0.0469
O -0.2572 0.0008 -0.1474
O -0.0408 0.055 0.0778
O -0.0413 -0.1567 0.0084
O -0.0598 0.0916 -0.57
O -0.2252 0.0147 0.0719
O -0.1351 -0.1541 -0.0716
O 0.2068 -0.3231 0.2158
O 0.0413 -0.0684 -0.3241
O -0.1884 0.1283 0.1255
O -0.1083 0.3316 0.2141
O -0.1588 -0.2253 -0.1179
O 0.0234 0.1564 -0.2944
O -0.015 -0.2564 0.0983
O 0.151 0.2612 0.1638
O 0.0061 0.0554 0.2063
O 0.214 -0.1906 0.1999
O -0.3454 -0.029 -0.1155
O 0.2191 -0.0461 0.1668
O -0.1666 0.0065 -0.2917
O -0.1544 -0.1664 -0.2005
O -0.0351 -0.0615 -0.2345
O -0.0707 0.1096 -0.3063
O 0.4114 -0.1561 0.0285
O -0.116 0.0019 -0.2877
O 0.2943 0.1683 -0.1712
O -0.2217 -0.0044 0.095
O 0.3009 -0.2488 -0.1219
O -0.0541 -0.0011 -0.3326
O -0.2645 0.1575 -0.2067
O 0.0325 0.3667 0.0555
O -0.1786 0.3736 0.1151
O 0.1463 0.0708 0.038
O -0.2784 0.027 -0.3204
O 0.1839 0.0673 0.1227
O 0.0507 -0.194 0.1425
O 0.0375 0.0956 -0.2184
O 0.0606 -0.1146 -0.4316
O 0.0607 0.0706 0.1366
O 0.0249 0.0919 0.2924
O 0.0452 -0.1854 0.0744
O 0.0955 -0.1014 -0.4141
O -0.1873 0.307 0.151
O -0.0979 -0.1243 -0.0169
O -0.1805 -0.1369 -0.1606
O 0.245 -0.0754 0.1942
O -0.1936 -0.2824 0.0059
O -0.2921 0.0396 0.2958
O -0.1859 0.0103 -0.0124
O -0.0925 0.053 0.1679
O 0.0603 0.1925 -0.2371
O -0.0984 -0.2227 0.3956
O -0.0373 0.2641 0.2456
O 0.0929 -0.2179 -0.3449
O -0.0287 -0.01 0.3148
O -0.1506 0.0618 0.2924
O 0.2991 -0.084 -0.2479
O 0.1932 0.206 -0.0083
O 0.0352 -0.1561 0.1952
O -0.0784 0.1938 -0.3441
O 0.0815 0.0948 0.1407
O 0.0073 -0.1973 -0.0283
O 0.2201 -0.0277 -0.1241
O -0.0367 0.3463 -0.0115
